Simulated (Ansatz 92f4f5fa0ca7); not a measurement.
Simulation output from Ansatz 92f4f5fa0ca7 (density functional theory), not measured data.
Periodic cell of 186 atoms, Si104O82, from a study of silicon, its oxide and their interface. The atomic structure is a simulated model.

Settings: functional PBE; potential files Ansatz PAW; basis plane waves; wave-function cutoff 700 eV; density cutoff ratio 5; exchange-correlation grid ratio 2; k mesh 2 x 2 x 1, shifted by 0.5 0.5 0.5 of a step; self-consistency stop 5e-08 eV per atom in the density residual; occupations Fermi-Dirac, 0.05 eV; spin none; net charge 0.

Cell vectors (angstrom)
a, 11.5983, 0, 0
b, 0, 11.5983, 0
c, 2.6533, -2.3577, 24.8558

Atoms and the computed forces on them: element, x, y, z (angstrom), force x, y, z (eV/angstrom)
Si, 2.5392, 2.7533, 0.388, 0.048, -0.019, 0.0526
Si, 2.3849, 7.0454, 0.1562, 0.0239, 0.2328, 0.0888
Si, 2.586, 10.2717, 0.0056, -0.0354, -0.2924, 0.3371
Si, 6.3688, 2.5671, 0.3066, -0.0624, 0.1084, -0.3355
Si, 6.3567, 5.6864, 0.101, -0.1876, -0.1774, -0.2611
Si, 6.2249, 11.074, -0.3417, -0.048, 0.0366, 0.1513
Si, 10.3446, 2.5207, 0.0121, 0.047, -0.0176, -0.0519
Si, 10.2081, 6.6031, 0.3885, 0.0345, 0.1275, -0.4372
Si, 10.2694, 10.9278, -0.021, 0.0991, 0.3479, 0.2919
Si, 4.4738, 2.5552, 1.6626, -0.0951, 0.0564, -0.2052
Si, 4.4043, 6.403, 1.3406, 0.0773, 0.0111, -0.0148
Si, 4.5297, 10.5214, 1.3295, -0.0633, 0.0114, -0.2002
Si, 8.3913, 2.7, 1.4554, 0.1915, -0.0869, -0.3115
Si, 8.1996, 6.359, 1.5391, -0.1502, -0.0083, -0.0907
Si, 8.2215, 10.5061, 1.1713, -0.0424, 0.1488, -0.2768
Si, 12.1385, 2.8047, 1.5693, -0.0054, -0.0348, -0.3215
Si, 12.1799, 6.5208, 1.6092, 0.1669, -0.0498, 0.0084
Si, 12.1925, 10.5619, 1.3711, -0.0094, 0.0261, -0.3946
Si, 4.3985, 4.5455, 2.8966, -0.1049, 0.1545, -0.005
Si, 4.5408, 8.4716, 2.6192, -0.0456, -0.0713, -0.1289
Si, 4.4639, 12.2709, 2.9454, -0.0223, -0.1175, 0.1878
Si, 8.3231, 4.5061, 2.9511, 0.0527, -0.079, 0.1122
Si, 8.2155, 8.5054, 2.6117, 0.033, 0.1646, -0.1055
Si, 8.326, 12.3549, 2.7917, 0.0978, -0.133, -0.0497
Si, 12.1682, 4.613, 2.9973, -0.0122, 0.117, 0.0473
Si, 12.1461, 8.5718, 2.7368, -0.1078, 0.274, 0.1447
Si, 12.1938, 12.4407, 2.8592, -0.042, -0.2271, 0.0926
Si, 2.5079, 4.545, 4.3134, 0.1196, -0.1221, 0.0195
Si, 2.5535, 8.5164, 4.0141, -0.0471, -0.0615, -0.2858
Si, 2.5066, 12.3795, 4.2707, -0.0079, 0.0757, -0.0382
Si, 6.3532, 4.511, 4.2563, -0.0178, 0.1088, 0.0705
Si, 6.3834, 8.4916, 4.08, -0.0901, 0.0009, -0.0371
Si, 6.4234, 12.3857, 4.2463, 0.02, -0.0312, -0.0153
Si, 10.2331, 4.5547, 4.335, -0.0557, 0.0206, 0.0886
Si, 10.169, 8.5391, 4.0471, 0.1723, -0.0688, -0.0697
Si, 10.2461, 12.3877, 4.238, -0.0407, 0.0109, -0.0698
Si, 2.517, 2.6529, 5.7843, -0.0179, 0.0011, -0.0791
Si, 2.5088, 6.6025, 5.4138, 0.0301, 0.0416, 0.1362
Si, 2.5157, 10.3745, 5.4551, -0.0363, 0.0236, 0.1031
Si, 6.3602, 2.6512, 5.776, -0.0201, -0.0063, -0.1198
Si, 6.3694, 6.5448, 5.4365, 0.083, -0.0553, 0.0323
Si, 6.3992, 10.3953, 5.4684, 0.0936, 0.0263, 0.017
Si, 10.2526, 2.6531, 5.8038, 0.0276, -0.0299, -0.169
Si, 10.2157, 6.6042, 5.4627, -0.084, -0.055, -0.0056
Si, 10.2381, 10.4106, 5.4923, -0.072, 0.1114, 0.0298
Si, 4.4254, 2.6491, 7.2106, 0.013, 0.0123, 0.1825
Si, 4.4275, 6.5406, 6.7731, -0.0627, -0.1231, -0.2664
Si, 4.4535, 10.3922, 6.7795, -0.0437, 0.1772, -0.2772
Si, 8.2961, 2.6663, 7.1845, 0.0299, 0.0166, 0.2795
Si, 8.2825, 6.5772, 6.8127, -0.0016, -0.1346, -0.1151
Si, 8.3048, 10.3909, 6.8418, 0.017, 0.176, -0.0747
Si, 12.2083, 2.658, 7.232, -0.0454, -0.0391, 0.195
Si, 12.1812, 6.5643, 6.7793, 0.0432, -0.0819, -0.242
Si, 12.1978, 10.4243, 6.8278, 0.0305, 0.0268, -0.2293
Si, 4.3734, 4.8193, 8.3787, -0.1046, 0.0329, 0.0584
Si, 4.4793, 8.4636, 8.0475, -0.1204, -0.003, 0.257
Si, 4.4249, 12.0905, 8.381, -0.074, 0.0022, 0.0672
Si, 8.2751, 4.819, 8.378, -0.0638, 0.0162, 0.1545
Si, 8.2964, 8.4754, 8.1562, -0.0354, 0.0154, 0.2375
Si, 8.3064, 12.137, 8.4227, -0.1107, -0.0339, 0.2012
Si, 12.2123, 4.8311, 8.3957, 0.1405, 0.0605, 0.1154
Si, 12.1378, 8.4782, 8.0694, 0.1288, -0.0034, 0.3128
Si, 12.2558, 12.1233, 8.4835, 0.1595, -0.0586, 0.1419
Si, 2.5159, 5.4036, 9.8342, 0.007, 0.1769, 0.2576
Si, 2.5172, 8.4474, 9.2978, -0.0778, -0.0321, 0.4358
Si, 2.625, 11.4745, 9.8478, 0.0588, -0.1745, 0.1627
Si, 6.2826, 5.3022, 9.6609, 0.138, 0.4369, -0.0899
Si, 6.3425, 8.4769, 9.4512, 0.1448, 0.0016, 0.3456
Si, 6.3144, 11.6463, 9.7114, 0.1074, -0.3354, -0.0794
Si, 10.254, 5.3053, 9.6292, -0.0493, 0.4354, -0.0205
Si, 10.2477, 8.4746, 9.4476, -0.0504, -0.0187, 0.3203
Si, 10.2831, 11.6471, 9.6989, -0.0785, -0.44, -0.1396
Si, 11.0948, 3.3883, 13.9019, 0.2352, 0.0592, 0.4028
Si, 10.3645, 8.2475, 19.296, 0.0265, 0.0142, -0.185
Si, 14.2736, 1.0368, 12.8306, -0.2338, 0.024, 0.1978
Si, 15.6387, -0.2812, 15.4501, 0.0356, -0.0182, 0.1609
Si, 11.6834, 12.2128, 14.3162, 0.0484, 0.0877, 0.2139
Si, 9.7525, 14.2837, 11.3523, 0.2155, 0.0319, 0.0181
Si, 8.054, 8.1703, 15.0952, 0.0539, -0.0903, 0.1457
Si, 13.9162, 4.0763, 12.809, -0.1444, -0.0636, 0.1767
Si, 9.061, 5.3945, 14.88, 0.1468, 0.0242, 0.2119
Si, 6.6371, 2.6852, 11.4045, -0.1162, 0.0053, -0.1202
Si, 12.9959, 10.8187, 16.7714, 0.0177, 0.0458, -0.0668
Si, 13.2883, 8.451, 18.5784, 0.054, 0.1593, -0.0702
Si, 4.016, 5.5966, 14.9254, 0.0031, 0.1014, 0.0502
Si, 14.041, 12.9427, 22.0471, -0.0833, -0.0368, -0.277
Si, 9.1041, 11.1047, 15.0394, 0.0348, -0.0028, 0.1514
Si, 6.7778, 12.8379, 16.0392, 0.038, 0.0226, 0.1947
Si, 4.1051, 6.7235, 17.7039, 0.0865, 0.0474, 0.0312
Si, 6.5255, 3.7152, 14.2772, 0.0211, 0.2128, 0.4816
Si, 8.4398, 7.2709, 21.5502, -0.0161, -0.1014, -0.2286
Si, 6.3771, 5.9601, 19.7239, 0.0587, -0.1399, -0.1501
Si, 14.8705, 10.4971, 20.4686, 0.1155, 0.091, -0.2203
Si, 10.4344, 11.18, 17.9962, -0.0062, 0.1806, 0.0506
Si, 8.1453, 12.7098, 18.9578, -0.0505, -0.0139, 0.0506
Si, 16.6362, 10.0233, 22.7656, 0.0215, 0.2103, -0.2915
Si, 12.5878, 6.3401, 23.2523, 0.0611, -0.125, -0.1995
Si, 12.59, 3.8443, 22.2088, -0.151, -0.2207, -0.3189
Si, 5.8995, 11.6287, 20.3319, -0.0116, 0.0318, -0.2744
Si, 5.1846, 2.5565, 23.1238, 0.0306, -0.1901, -0.1601
Si, 8.5716, 6.5766, 17.532, -0.0448, -0.0657, 0.0093
Si, 4.9807, 8.2997, 15.3206, -0.1021, -0.0749, 0.0213
Si, 10.0091, 4.9728, 22.4991, 0.2105, -0.1776, -0.2295
Si, 6.5863, 2.8762, 20.5944, -0.004, -0.0463, -0.3103
O, 13.3534, 2.6803, 21.3829, -0.0033, 0.0828, 0.1881
O, 2.1118, 1.6185, -0.7282, -0.0275, 0.171, 0.1403
O, 13.2292, 5.3703, 22.0738, -0.1176, 0.1008, 0.234
O, 11.012, 3.9166, 21.7321, 0.0336, 0.1078, 0.2411
O, 12.0305, 11.5514, 17.8824, -0.0016, -0.0737, -0.032
O, 2.4902, 8.6401, -0.2667, 0.0445, -0.2321, 0.182
O, 10.5253, 4.7274, 14.631, -0.085, -0.027, -0.1173
O, 6.4122, 6.6061, -1.2632, 0.0736, -0.0738, 0.0842
O, 10.9608, 6.122, 23.1895, 0.0116, 0.1338, 0.1758
O, 6.291, 1.1533, -0.6517, 0.0133, -0.2259, 0.2918
O, 6.3223, 4.0794, -0.4639, 0.046, 0.3767, 0.4257
O, 9.748, 11.1703, 16.5284, -0.0438, -0.0539, -0.1077
O, 4.6568, 4.0312, 23.5378, 0.0355, 0.0025, 0.0147
O, 13.2357, 12.4428, 23.3717, -0.0964, -0.0696, 0.2719
O, 10.0194, 5.7935, -1.0581, 0.0451, 0.062, 0.3195
O, 16.2348, 10.8764, 19.6263, -0.0324, -0.0198, 0.1694
O, 2.9825, 4.1654, -0.3629, -0.1366, -0.1871, -0.0081
O, 6.929, 7.0274, 20.8741, 0.0784, 0.1386, 0.1254
O, 4.0838, 7.1847, 14.5255, 0.1071, -0.0125, 0.0632
O, 4.9148, 7.9308, 16.9265, -0.0164, -0.0043, -0.0376
O, 7.9333, 4.5108, 14.1305, -0.0816, -0.0502, -0.1214
O, 5.3519, 4.8178, 14.4348, 0.0654, -0.046, -0.0408
O, 5.3482, 12.0675, 16.0539, -0.0409, -0.0183, -0.0465
O, 10.2547, 10.0077, 10.2638, 0.0319, 0.2117, -0.3897
O, 6.0427, 4.0992, 10.7983, 0.0496, -0.0713, 0.1887
O, 6.3212, 6.9346, 10.2496, -0.0465, -0.2435, -0.3922
O, 10.25, 6.9298, 10.2412, 0.0299, -0.2434, -0.4069
O, 9.8975, 7.0141, 18.3417, 0.06, 0.0752, 0.0567
O, 6.3351, 10.0072, 10.2755, -0.0606, 0.1776, -0.4026
O, 8.8984, 6.9525, 14.3751, -0.0685, -0.0008, -0.0075
O, 15.1224, 0.3552, 14.043, 0.0181, 0.0425, -0.1318
O, 10.3864, 4.0736, 10.7437, -0.0241, -0.0403, 0.1732
O, 12.3208, 3.8699, 12.9698, -0.0466, 0.0337, -0.1267
O, 14.5886, 0.551, 11.3165, -0.0086, -0.0715, -0.3006
O, 8.8806, 5.3633, 16.4993, -0.0144, 0.0444, -0.0784
O, 9.7256, 12.355, 18.8731, 0.011, -0.0492, -0.0692
O, 8.7346, 9.5709, 14.6706, 0.0161, 0.0071, -0.0694
O, 12.6706, 12.3314, 13.0287, 0.0114, -0.0079, -0.0805
O, 8.1927, 2.6791, 10.9498, -0.0543, -0.0064, 0.1407
O, 2.5424, 9.8345, 10.2408, -0.0098, 0.3267, -0.4134
O, 14.5237, 11.3865, 16.6634, 0.0049, -0.0245, -0.0517
O, 6.3433, 2.7401, 12.9996, 0.0119, -0.152, -0.3438
O, 2.7664, 4.981, 14.0951, 0.0119, -0.04, -0.1203
O, 15.9736, -1.826, 15.0893, 0.0227, -0.0196, -0.0168
O, 3.9025, 5.5195, 16.58, -0.0049, 0.0202, -0.0105
O, 6.0475, 10.9575, 21.8391, -0.0446, -0.1749, 0.1696
O, 2.5178, 7.0458, 10.2244, 0.0095, -0.2846, -0.4181
O, 14.6333, 2.6218, 12.9256, 0.0903, 0.0239, -0.0725
O, 7.3565, 11.4224, 19.6247, -0.0625, 0.0429, 0.0873
O, 10.3332, 10.2663, -1.5791, -0.065, 0.0025, 0.1794
O, 8.089, 7.91, 16.7153, -0.0252, 0.034, -0.1259
O, 10.1645, 9.7304, 18.6639, -0.0069, -0.0978, 0.0613
O, 2.6117, 4.69, 11.3321, 0.0196, 0.1283, -0.2965
O, 14.0145, 11.8312, 20.8516, 0.0053, 0.0776, 0.2075
O, 5.5657, 13.2489, 20.1323, 0.0633, -0.0036, 0.0995
O, 10.391, 12.8643, 10.8337, -0.015, 0.0593, 0.1705
O, 8.0128, 2.457, 19.8992, -0.0412, 0.0169, 0.0671
O, 6.4813, 8.2176, 14.6941, 0.0169, -0.0179, -0.0487
O, 10.2409, 12.5358, -0.3806, 0.0512, -0.423, 0.0401
O, 10.4278, 8.1932, -0.1166, -0.1384, -0.1626, 0.0388
O, 7.7762, 12.0511, 15.0123, 0.0774, -0.046, -0.0582
O, 14.0287, 9.5255, 19.5294, 0.0021, -0.0335, 0.0619
O, 9.9413, 2.744, 12.9611, -0.1721, -0.0565, -0.3079
O, 2.6309, 7.1796, 18.2321, -0.0531, -0.0352, -0.0185
O, 9.0222, 5.7372, 21.476, 0.0052, 0.0146, 0.0777
O, 10.1998, 11.6337, 13.9495, -0.02, -0.0326, 0.0057
O, 7.4515, 5.9816, 18.516, -0.032, 0.0217, 0.0475
O, 6.5348, 2.7813, 15.6028, -0.007, 0.0334, -0.1757
O, 12.3525, 11.1077, 15.3076, -0.0693, 0.0172, -0.0185
O, 4.9328, 6.3555, 19.0675, -0.0283, 0.0343, -0.0351
O, 6.533, 2.7311, 22.2164, -0.0735, -0.005, 0.229
O, 11.9736, 7.9899, 19.4261, -0.0742, -0.0508, 0.0814
O, 6.191, 4.4077, 20.2261, 0.0311, 0.045, 0.0497
O, 9.4579, 8.2017, 20.6551, -0.0554, 0.0085, 0.1019
O, 6.0685, 12.8345, 10.8719, 0.0256, 0.0562, 0.1599
O, 5.8208, 10.2561, -1.7805, 0.1449, 0.3492, 0.4025
O, 15.5864, 13.2879, 22.4414, 0.0791, 0.0909, -0.006
O, 7.4586, 12.9433, 17.5082, -0.019, -0.0112, -0.1367
O, 12.9625, 9.2202, 17.1532, 0.0032, -0.0498, -0.0124
O, 15.2966, 9.7677, 21.8671, 0.0825, -0.0407, 0.2094
O, 17.0998, 8.5664, 23.3346, -0.0193, -0.1058, 0.2496
O, 11.5358, 13.7596, 14.9302, -0.0421, -0.0596, -0.2191

Results
free energy: -112761.157 eV
free energy less fixed offsets of O -569.03, Si -635.61 eV per atom: 2.743 eV
pressure: -0.59 GPa
stress xx, yy, zz, yz, xz, xy (GPa, positive in tension): -0.9, 2.18, 0.49, -0.06, 0.03, 0.48

The program warned: the cutoff lies below the one the program advises for these potential files.
